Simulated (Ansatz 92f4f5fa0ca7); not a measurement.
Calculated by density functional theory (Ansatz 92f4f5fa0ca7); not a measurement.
Periodic cell of 226 atoms, Si133O92P1, from a study of silicon, its oxide and their interface. The atomic structure is a simulated model.
Doubt: the cutoff is far below the 930 eV that the study's wrapper takes by default for these files, so forces and energies are approximate.
This geometry differs little from another in the collection (a relaxation step or a small displacement).

Settings
functional: PBE
potential files: Ansatz PAW
basis: plane waves
wave-function cutoff: 580 eV
density cutoff ratio: 5
exchange-correlation grid ratio: 1
k mesh: 1 x 1 x 1, Gamma-centred
self-consistency stop: 5e-08 eV per atom in the density residual
occupations: fixed
spin: none
net charge: +1 e, with a uniform compensating background and no finite-size correction

Cell vectors (angstrom)
a	10.938	0	0
b	0	10.938	0
c	0	0	31.9494

Atoms: element, x, y, z (angstrom)
Si	10.6286	0.0029	24.4186
Si	5.0778	0.1305	24.6753
Si	2.8284	2.2972	24.5297
Si	8.5699	2.4308	24.5649
Si	10.7028	5.5888	24.3421
Si	5.1573	5.6169	24.4502
Si	2.9921	7.9511	24.4096
Si	8.417	7.8275	24.4196
Si	1.2927	1.1352	25.8338
Si	6.8178	1.3303	25.7465
Si	3.9864	4.0134	25.732
Si	9.6845	4.0215	25.8513
Si	1.3388	6.7951	25.6684
Si	6.8016	6.7231	25.7518
Si	4.0003	9.4663	25.9571
Si	9.4833	9.4405	25.7987
Si	2.633	-0.1304	27.2859
Si	8.1387	-0.0688	27.148
Si	0.0766	2.6536	27.2091
Si	5.4526	2.7247	27.1148
Si	2.6647	5.4153	27.1099
Si	8.1887	5.3696	27.1334
Si	0.0097	8.1525	27.1318
Si	5.5097	8.1411	27.1818
Si	4.0834	1.3253	28.4964
Si	9.5458	1.317	28.509
Si	1.3832	4.0654	28.5629
Si	6.8072	4.0621	28.5272
Si	4.08	6.7791	28.4923
Si	9.5564	6.78	28.4846
Si	1.2935	9.4847	28.6248
Si	6.8217	9.5355	28.5626
Si	-0.0471	-0.0221	29.937
Si	5.4474	-0.0152	29.898
Si	2.7684	2.71	29.9006
Si	8.1855	2.6997	29.8782
Si	-0.0189	5.4375	29.8923
Si	5.453	5.4465	29.892
Si	2.7344	8.1401	29.9127
Si	8.2206	8.1702	29.8825
Si	1.3663	1.3708	31.2564
Si	6.8192	1.3631	31.2619
Si	4.1112	4.0814	31.2798
Si	9.5435	4.0805	31.2555
Si	1.3507	6.8067	31.275
Si	6.826	6.8388	31.2488
Si	4.0832	9.5578	31.2648
Si	9.5465	9.5398	31.2933
Si	2.7357	0.0137	0.6827
Si	8.1936	0.0095	0.6767
Si	0.0045	2.7488	0.6809
Si	5.4813	2.7415	0.71
Si	2.7335	5.457	0.6815
Si	8.2021	5.4875	0.671
Si	0.0118	8.2062	0.7097
Si	5.4764	8.2215	0.6883
Si	4.099	1.3808	2.0701
Si	9.596	1.3565	2.0358
Si	1.3491	4.1401	2.0628
Si	6.8371	4.1519	2.0504
Si	4.0897	6.851	2.0352
Si	9.5733	6.8415	2.069
Si	1.3664	9.6155	2.0634
Si	6.828	9.6236	2.0563
Si	0.0194	0.0357	3.473
Si	5.4767	0.0379	3.4585
Si	2.7108	2.7662	3.4047
Si	8.2493	2.7768	3.3473
Si	0.0171	5.5135	3.4765
Si	5.4663	5.5257	3.4262
Si	2.7347	8.2385	3.398
Si	8.2341	8.2798	3.3913
Si	1.3706	1.453	4.847
Si	6.9052	1.4741	4.7309
Si	4.0507	4.1522	4.7527
Si	9.5932	4.0766	4.7846
Si	1.3594	6.9752	4.8407
Si	6.8318	6.9869	4.7324
Si	4.0878	9.5685	4.7935
Si	9.6125	9.5792	4.8446
Si	2.7498	0.0327	6.139
Si	8.2876	0.1188	6.1012
Si	0.0132	2.7988	6.3069
Si	5.502	2.8358	6.0632
Si	2.7451	5.594	6.1325
Si	8.2459	5.5933	5.9613
Si	0.0392	8.3047	6.3727
Si	5.4937	8.3	6.2241
Si	4.4184	1.1789	7.3224
Si	9.8113	1.1508	7.6191
Si	1.1704	4.5094	7.4983
Si	6.6218	4.5394	7.2387
Si	4.3142	6.7034	7.5334
Si	9.7217	6.6111	7.5005
Si	1.2715	9.9411	7.6992
Si	6.7093	9.9623	7.4154
O	9.5842	1.2361	23.9707
O	4.1032	6.7999	23.9295
O	4.0174	1.2423	24.0285
O	9.5334	6.6983	23.8856
O	-0.0303	5.5493	8.0256
O	5.562	0.1252	7.918
O	0.0684	0.0911	8.1558
O	5.5151	5.6036	7.8867
O	7.5536	3.945	8.45
O	8.7119	7.0375	8.7705
O	2.1726	9.4573	9.0488
O	8.9016	1.6802	8.9372
O	7.5801	9.4627	8.7384
O	3.6133	1.8175	8.6109
O	3.5805	7.217	8.9558
O	2.0658	4.018	8.8172
O	8.1388	3.4698	23.3404
O	0.4452	4.9311	22.9482
O	1.9368	2.7492	23.2119
O	5.8337	4.9122	23.1057
O	5.5313	10.0086	23.4979
O	2.4526	8.6885	23.0128
O	0.191	10.0721	23.0688
O	7.7847	8.569	23.0663
Si	8.6698	7.7037	18.4375
Si	8.7985	6.3657	13.6522
Si	3.8087	1.5325	14.7101
Si	2.1293	5.7385	17.6415
Si	2.432	3.1286	19.506
Si	9.7919	9.0328	12.0886
Si	1.3387	9.4212	22.0842
Si	9.1842	0.9809	13.1817
Si	1.4148	5.0718	13.0113
Si	1.781	8.2645	12.8204
Si	6.6605	9.5651	22.4384
P	4.5536	4.5784	15.6938
Si	8.2032	3.014	9.579
Si	0.8493	8.2539	19.2632
Si	6.9662	1.3495	21.0915
Si	8.2049	8.297	9.6793
Si	10.9148	5.2057	15.5867
Si	7.5851	9.5184	16.3243
Si	9.9386	2.0591	20.2993
Si	3.2	8.5016	9.9137
Si	6.6959	3.3434	17.4279
Si	1.1734	0.2064	19.7962
Si	3.2304	2.8509	12.2862
Si	7.2178	5.4195	19.6956
Si	5.7393	8.656	11.5633
Si	5.8292	6.0606	13.1985
Si	4.65	9.7157	17.622
Si	1.0243	3.6034	22.181
Si	4.9067	1.4797	18.8118
Si	3.1881	3.0823	9.5099
Si	6.4749	10.8307	13.7851
Si	10.3547	0.1447	15.9638
Si	5.6665	3.6289	11.1575
Si	9.8431	3.9159	11.8906
Si	2.3524	9.9436	15.5456
Si	6.0913	8.1485	19.8061
Si	6.9304	3.9654	22.3772
Si	9.7671	2.8126	17.3723
O	7.201	6.3283	14.0327
O	1.9044	7.0434	18.6607
O	10.3205	4.0875	16.5658
O	6.1805	9.9867	17.0536
O	10.1544	0.7143	14.4572
O	8.4459	6.1213	18.8501
O	5.1997	0.7367	14.4303
O	5.6929	2.081	17.5026
O	8.3515	1.9495	20.5258
O	2.0734	4.2839	18.3628
O	6.9733	2.784	10.6679
O	4.865	2.7099	12.2489
O	5.9831	4.3856	16.2974
O	4.558	3.9126	9.9684
O	10.7042	2.7602	21.5514
O	9.7485	6.1786	14.983
O	6.0151	6.5128	19.8529
O	4.0885	0.1783	18.2746
O	9.2502	10.563	12.2709
O	2.8646	4.3972	12.7067
O	1.9169	10.6988	21.1952
O	4.0127	2.717	19.4056
O	0.7471	10.0848	15.9667
O	1.2874	9.8006	18.8182
O	1.728	1.6611	19.2535
O	8.9539	10.4118	16.5051
O	4.8909	8.5824	18.7737
O	9.5494	8.7331	10.5088
O	6.6911	4.1554	18.8124
O	2.8267	1.7929	13.4417
O	5.8319	8.8109	21.2524
O	2.532	2.4577	10.8845
O	7.616	4.8282	21.1524
O	5.2167	7.46	12.6134
O	0.405	9.0594	12.53
O	7.59	1.0773	13.5686
O	7.1211	9.655	14.7527
O	8.9938	5.0465	12.7128
O	8.1037	8.0503	16.9065
O	6.2073	2.5736	21.8728
O	2.4583	9.0973	14.1071
O	0.4276	4.5147	11.8418
O	0.8288	8.3127	20.9212
O	9.3649	3.8553	10.3495
O	9.6709	2.4034	12.5284
O	7.6399	8.5745	19.3875
O	2.5311	8.1582	11.3779
O	3.9954	3.1399	15.3803
O	0.8213	4.4639	14.411
O	10.0541	3.0162	18.9603
O	9.1024	7.8234	12.9803
O	10.5201	0.5423	20.045
O	6.0325	5.0122	11.9718
O	8.1569	2.812	16.991
O	3.6253	5.397	16.6517
O	4.6476	9.1129	10.4287
O	1.5279	6.6862	13.2221
O	4.7709	5.4225	14.4012
O	2.0219	3.8767	20.8915
O	10.5444	1.4512	16.9272
O	1.0477	6.0599	16.4828
O	7.3554	10.9562	21.9305
O	5.972	0.9098	19.8846
O	6.0526	10.0194	12.43
O	2.8771	0.5755	15.6158
O	7.0399	7.9868	10.812
O	10.2671	7.9938	18.6656
O	3.4621	9.2136	16.5659

Results
free energy: -137630.096 eV
free energy less fixed offsets of O -568.88, P -755.39, Si -635.61 eV per atom: -1.616 eV

Forces (eV/angstrom), in the order of the atoms: element, x, y, z
Si	-0.0166	-0.0367	-0.0313
Si	0.0101	-0.0084	-0.0339
Si	-0.0022	0.0173	-0.0225
Si	-0.0027	0.0142	-0.0263
Si	0.0364	0.009	-0.0386
Si	-0.0005	-0.0234	-0.0402
Si	-0.0158	0.0012	-0.0628
Si	0.0004	0.0324	-0.0283
Si	0.0027	0.0129	-0.0137
Si	-0.016	0.0035	0.013
Si	0.0071	-0.0079	0.0065
Si	-0.0155	-0.0026	-0.0026
Si	-0.0217	-0.0038	0.0161
Si	0.0048	-0.0026	-0.0096
Si	0.0035	0.012	-0.0083
Si	-0.0059	-0.001	0.005
Si	0.0201	0.0015	-0.0056
Si	0.0436	0.0161	-0.0059
Si	-0.0135	-0.0113	0.0049
Si	-0.0188	-0.0205	0.0037
Si	0.0147	0.0278	0.0102
Si	0.0076	-0.0025	0.0282
Si	0.0171	0.0029	0.0094
Si	-0.004	-0.0013	0.0204
Si	0.0288	0.0217	-0.0167
Si	-0.0206	-0.0304	-0.0144
Si	0.0472	-0.0126	0.0333
Si	0.0026	-0.0092	0.0106
Si	-0.0108	-0.0487	-0.0168
Si	0.0138	-0.0141	-0.0235
Si	-0.0511	-0.0522	0.0682
Si	0.0026	-0.0126	0.0343
Si	0.0268	-0.0254	-0.0197
Si	-0.0027	-0.0141	-0.0051
Si	-0.0214	0.0312	-0.0041
Si	-0.0216	0.0175	-0.0058
Si	-0.0232	-0.0032	-0.0033
Si	0.0022	-0.0033	-0.0031
Si	-0.0281	0.0494	-0.0181
Si	-0.0165	0.0171	0.0066
Si	-0.0047	0.0028	0.003
Si	0.0161	-0.0042	0.0062
Si	-0.0019	-0.0086	-0.0046
Si	0.0088	0.0018	0.0007
Si	0.0133	-0.0097	0.0045
Si	0.0007	0.0017	-0.0027
Si	0.0074	-0.0122	0.0016
Si	-0.0034	0.0062	-0.0044
Si	-0.016	-0.0039	-0.0043
Si	-0.0043	-0.0039	0.0055
Si	0.0013	-0.0025	0.0023
Si	-0.0069	0.0111	-0.0097
Si	-0.0028	0.0023	0.0064
Si	-0.0005	0.0037	-0.0035
Si	-0.0098	0.0047	-0.0066
Si	-0.007	0.0048	-0.0015
Si	0.005	0.001	-0.0039
Si	-0.0296	0.0159	0.0132
Si	0.0209	-0.017	-0.0062
Si	0.0306	-0.029	0.0201
Si	0.0006	-0.0087	0.0111
Si	-0.012	-0.0053	-0.0023
Si	0.0302	-0.0076	0.017
Si	0.0387	-0.0187	-0.003
Si	0.0051	0.0151	0.0231
Si	-0.0057	-0.0057	0.0315
Si	-0.0403	0.0125	-0.0085
Si	0.0371	0.0233	-0.0693
Si	0.024	0.0193	0.039
Si	-0.0211	0.0279	0.0049
Si	-0.0135	0.0055	-0.023
Si	0.0123	0.0729	-0.023
Si	-0.017	-0.0031	-0.0192
Si	-0.0247	-0.0314	0.0142
Si	0.0125	0.0203	0.003
Si	-0.0055	0.0037	-0.0038
Si	-0.033	-0.0092	-0.0203
Si	-0.0124	-0.038	0.0145
Si	0.0113	0.0289	-0.0047
Si	-0.0024	-0.0194	-0.0201
Si	0.014	-0.0039	0.006
Si	-0.001	-0.0034	0.0008
Si	0.0092	0.0067	-0.003
Si	-0.0072	-0.0049	-0.0036
Si	0.0031	-0.0059	-0.0002
Si	-0.0082	-0.0034	0.0014
Si	0.0077	0.0153	-0.0029
Si	-0.0001	0.0051	0.0015
Si	-0.0233	0.0045	0.0123
Si	-0.0086	-0.002	0.0306
Si	0.0103	-0.0152	0.0108
Si	0.0282	0	0.0294
Si	-0.013	0.0028	0.0293
Si	-0.0249	0.0016	0.0247
Si	0.0069	-0.0154	0.0006
Si	0.0091	-0.0012	0.012
O	0.0065	0.0121	-0.0045
O	0.0092	0.0165	0.0141
O	-0.008	-0.0043	0.0011
O	-0.009	-0.0004	0.0028
O	-0.0078	-0.0107	0.0055
O	0.0056	-0.0083	0.0106
O	-0.0059	0.0006	0.0123
O	0.0024	0.0011	0.0019
O	-0.0146	0.0128	-0.0141
O	0.0204	-0.0165	-0.0177
O	-0.0256	0.0193	-0.0087
O	0.0237	-0.0204	-0.0212
O	-0.0213	0.0214	-0.0215
O	0.0117	-0.0218	-0.011
O	0.0203	-0.0275	-0.0333
O	-0.0292	0.0209	-0.0151
O	0.0165	-0.016	0.0161
O	-0.0237	0.0207	0.0205
O	0.0238	-0.0222	0.0242
O	-0.023	0.0246	0.0231
O	-0.0187	0.0125	0.0254
O	0.025	-0.0206	0.0329
O	-0.0251	0.0338	0.0405
O	0.0197	-0.0269	0.0123
Si	0.0044	-0.0068	0.0265
Si	-0.0015	-0.0012	-0.0255
Si	0.0061	0.0132	-0.0153
Si	0.015	0.0026	0.0203
Si	0.0099	0.009	0.0185
Si	0.0024	-0.0008	-0.0193
Si	0.0047	-0.0022	-0.0267
Si	-0.0001	0.0006	-0.0283
Si	0.0063	-0.0067	-0.0298
Si	-0.0027	-0.006	-0.0157
Si	-0.0109	-0.0009	-0.0091
P	-0.002	-0.0172	-0.0095
Si	-0.0071	0.0159	0.0097
Si	0.0039	-0.0203	0.0187
Si	-0.0033	-0.0026	0.0148
Si	0.0072	-0.0037	0.0175
Si	0.0043	0.0068	-0.0005
Si	0.0021	-0.0005	0.008
Si	-0.0019	-0.0007	0.023
Si	0.0044	0.0085	0.0162
Si	-0.0031	-0.0023	0.0063
Si	0.0029	0.0053	0.0253
Si	-0.0028	0.0069	-0.0218
Si	-0.0053	-0.0004	0.0209
Si	-0.0034	-0.0001	-0.0227
Si	-0.0066	-0.0144	-0.0108
Si	-0.0061	0.0023	0.0164
Si	0.0029	-0.0074	-0.0239
Si	-0.0016	0.0071	0.0237
Si	0.0206	0.0034	0.0154
Si	-0.0028	0.0071	-0.0204
Si	0.0045	-0.0005	0.0027
Si	-0.0026	0.0053	-0.0222
Si	0.009	0.0104	-0.0201
Si	0.0032	0.0017	-0.0025
Si	-0.0068	-0.0114	0.0247
Si	0.0056	-0.0053	-0.0094
Si	-0.0114	0.0038	0.0078
O	0.0043	0.0056	0.0077
O	-0.0175	0.0197	-0.0061
O	0.0013	-0.0008	-0.0008
O	0.0063	-0.0037	-0.0108
O	-0.0025	0.0026	0.0032
O	-0.0011	0.0039	-0.0157
O	0.0008	-0.0031	0.0084
O	0.003	-0.0034	0.0019
O	-0.0063	-0.0061	-0.0144
O	-0.0051	-0.0201	-0.0004
O	0.018	-0.0007	0.0055
O	0.0024	0.0035	0.0131
O	-0.0011	0.0033	-0.0035
O	-0.0168	-0.0061	0.0084
O	0.0104	0.007	-0.0029
O	-0.0039	0.0005	0.0019
O	0.0001	0.0022	-0.0183
O	0.0028	-0.0008	-0.0101
O	0.0022	-0.0074	0.0154
O	-0.0029	-0.0056	0.0127
O	0.0015	-0.0106	-0.0018
O	-0.0023	-0.0054	-0.018
O	-0.001	-0.0006	0.0022
O	0.0003	0.0017	-0.0098
O	-0.0028	-0.0095	-0.0132
O	-0.0007	-0.0012	-0.0044
O	0.0097	0.001	-0.0108
O	-0.0121	-0.0036	0.0003
O	0.0053	0.0016	-0.0119
O	0.0012	0.0022	0.0055
O	0.0113	0.0148	0.0073
O	0.0044	0.0044	-0.0069
O	-0.0041	-0.0116	0.0086
O	0.002	0.0092	0.016
O	-0.0031	0.0023	0.014
O	0.002	-0.0012	0.014
O	-0.0015	0.0042	0.0075
O	0.0018	-0.0075	0.0132
O	0.0004	0.004	-0.0021
O	0.004	0.0127	-0.0102
O	-0.0002	-0.0038	0.0031
O	-0.0084	-0.001	0.0189
O	0.0048	0.014	0.0055
O	-0.0151	-0.008	-0.0016
O	-0.0008	0.0035	0.0159
O	-0.0002	0.0025	-0.0191
O	0.0116	0.0059	-0.0095
O	-0.0015	-0.0088	0.0074
O	-0.0025	0.0031	0.0082
O	0.0015	-0.0076	-0.0072
O	0.0033	0.0112	0.0109
O	-0.0005	0.0004	-0.0178
O	0.001	-0.0038	0.0126
O	-0.0011	0.0021	0.0015
O	0.0116	-0.005	-0.0159
O	-0.0144	-0.0025	0.0093
O	0.0009	0.0128	0.0135
O	0.0083	0.0186	-0.0036
O	-0.015	-0.0008	0.0062
O	0.0028	0.0016	-0.0056
O	-0.0055	0.0001	-0.0049
O	0.0015	-0.0109	-0.01
O	0.0113	0.003	-0.0082
O	-0.0002	-0.0083	0.0133
O	0.0031	0	-0.0006
O	0.0172	0.0037	-0.0004
O	-0.0018	0.0035	-0.0155
O	0.0008	0.0018	-0.0043

The program warned: the cutoff lies below the one the program advises for these potential files; the forces do not sum to zero within the program's tolerance; the exchange-correlation potential is rough where the density is thin.
